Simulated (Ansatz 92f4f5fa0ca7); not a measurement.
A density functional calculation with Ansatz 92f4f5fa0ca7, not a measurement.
Periodic cell of 237 atoms, Si146O85H6, from a study of silicon, its oxide and their interface. The atomic structure is a simulated model.
Doubt: the cutoff is far below the 930 eV that the study's wrapper takes by default for these files, so forces and energies are approximate.

Settings
functional: PBE
potential files: Ansatz PAW
basis: plane waves
wave-function cutoff: 580 eV
density cutoff ratio: 5
exchange-correlation grid ratio: 1
k mesh: 1 x 1 x 1, Gamma-centred
self-consistency stop: 5e-08 eV per atom in the density residual
occupations: fixed
spin: none
net charge: 0

Cell vectors (angstrom)
a 11.6015 0 0
b 0 10.938 0
c 0 0 32.9498

Atoms: element, x, y, z (angstrom)
Si 0.0193 -0.0179 24.3621
Si 3.8853 -0.0638 24.3543
Si 7.8578 -0.1279 24.4151
Si 1.9622 1.2717 24.4047
Si 5.9226 1.1371 24.2876
Si 9.695 1.3147 24.3132
Si -0.1867 5.4047 24.1916
Si 3.7813 5.2907 23.8464
Si 7.7686 5.4669 24.0717
Si 1.8256 6.6415 24.0676
Si 5.7334 6.7215 23.831
Si 9.6129 6.8785 24.3619
Si 1.9438 2.7494 26.2025
Si 5.8047 2.7275 26.0547
Si 9.6398 2.705 26.1995
Si -0.0282 4.0795 26.1564
Si 3.8718 4.1436 25.9891
Si 7.7163 4.1304 26.0787
Si 1.9317 8.0354 26.1025
Si 5.782 8.0136 25.9903
Si 9.6772 8.1656 26.2963
Si 0.0226 9.5048 26.2445
Si 3.8703 9.4344 26.1886
Si 7.711 9.4325 26.269
Si 0.018 -0.0092 28.1316
Si 3.8765 -0.0507 28.0959
Si 7.6924 -0.0317 28.123
Si 1.9569 1.3679 28.1269
Si 5.7819 1.3898 28.0677
Si 9.6481 1.3351 28.1304
Si 0.0008 5.4367 28.109
Si 3.8788 5.4259 28.0492
Si 7.7189 5.4373 28.0859
Si 1.9391 6.7944 28.1173
Si 5.7955 6.8224 28.0689
Si 9.6654 6.7814 28.1725
Si 1.9336 2.7345 30.0506
Si 5.8008 2.7345 30.0506
Si 9.6679 2.7345 30.0506
Si 0 4.1018 30.0506
Si 3.8672 4.1018 30.0506
Si 7.7343 4.1018 30.0506
Si 1.9336 8.2035 30.0506
Si 5.8008 8.2035 30.0506
Si 9.6679 8.2035 30.0506
Si 0 9.5708 30.0506
Si 3.8672 9.5708 30.0506
Si 7.7343 9.5708 30.0506
Si 0 0 31.9841
Si 3.8672 0 31.9841
Si 7.7343 0 31.9841
Si 1.9336 1.3673 31.9841
Si 5.8008 1.3673 31.9841
Si 9.6679 1.3673 31.9841
Si 0 5.469 31.9841
Si 3.8672 5.469 31.9841
Si 7.7343 5.469 31.9841
Si 1.9336 6.8362 31.9841
Si 5.8008 6.8362 31.9841
Si 9.6679 6.8362 31.9841
Si 1.9336 2.7345 0.9679
Si 5.8008 2.7345 0.9679
Si 9.6679 2.7345 0.9679
Si 0 4.1018 0.9679
Si 3.8672 4.1018 0.9679
Si 7.7343 4.1018 0.9679
Si 1.9336 8.2035 0.9679
Si 5.8008 8.2035 0.9679
Si 9.6679 8.2035 0.9679
Si 0 9.5708 0.9679
Si 3.8672 9.5708 0.9679
Si 7.7343 9.5708 0.9679
Si 0 0.0425 2.8767
Si 3.8533 0.0301 2.912
Si 7.7517 0.0291 2.8847
Si 1.9231 1.4344 2.9504
Si 5.8053 1.3935 2.9095
Si 9.6787 1.43 2.923
Si 0.0288 5.4486 2.9893
Si 3.847 5.4661 2.9142
Si 7.7191 5.5269 2.8764
Si 1.9307 6.8683 2.9173
Si 5.7643 6.8566 2.9016
Si 9.7003 6.8368 2.9272
Si 1.9408 2.7595 4.9689
Si 5.8176 2.7613 4.8526
Si 9.6645 2.943 4.7764
Si 0.0261 4.2129 5.1104
Si 3.8757 4.1536 4.9039
Si 7.7114 4.2654 4.8656
Si 1.9033 8.2555 4.8472
Si 5.7797 8.2257 4.8335
Si 9.7116 8.1824 4.908
Si -0.0193 9.6784 4.836
Si 3.8581 9.6414 4.8805
Si 7.7589 9.5111 4.7431
Si -0.1218 0.2348 6.7003
Si 3.9145 0.0004 6.8769
Si 7.8565 0.0036 6.5505
Si 1.9618 1.35 6.8975
Si 5.9051 1.2898 6.7356
Si 9.5376 1.5925 6.6259
Si -0.0377 5.6015 7.1868
Si 3.8711 5.5993 6.8146
Si 7.7312 5.6318 6.867
Si 1.8902 6.9161 6.8078
Si 5.8057 6.9685 6.8361
Si 9.6709 6.979 7.011
O 6.2834 2.3098 8.0145
O 11.138 10.0861 7.925
O 7.6073 4.6468 8.2234
O 9.0328 2.3936 8.0381
O 9.6567 7.9715 8.4053
O 3.9336 9.8827 8.1876
O -0.0261 5.0476 8.831
O 5.8887 8.0346 8.1526
O 8.3311 10.1881 7.9766
O 5.7517 7.8593 22.5662
O 2.531 8.9328 18.5854
O 3.6726 4.1298 22.5684
O 9.6366 2.1825 22.878
O 1.926 2.1572 22.9841
O 0.0456 9.9162 23.0307
O 1.6729 7.7485 22.8094
O 6.3165 1.6872 22.7184
O -0.6053 4.4925 22.8181
Si 7.6483 -4.3359 16.8054
Si 5.1209 5.1699 12.5934
Si 1.3333 13.1458 14.8437
Si 0.0377 3.4959 17.2788
Si 4.5475 6.0023 16.9915
Si 2.0779 9.8033 11.8154
Si -0.4832 19.1365 14.9772
Si 5.7069 8.7202 21.1896
Si 9.725 9.5979 8.6081
Si -5.3953 -0.7968 14.1377
Si 5.5871 1.0365 21.403
Si 10.2394 7.0367 12.4103
Si -6.7123 10.7711 11.3248
Si -1.9625 3.7164 22.295
Si 10.0185 2.4567 19.5538
Si -2.3759 9.6301 13.2728
Si -0.7753 -0.0058 11.1836
Si -4.8643 12.664 15.8511
Si 6.4345 2.5781 11.3557
Si 7.3133 11.9989 18.8651
Si 13.2389 -0.9517 19.445
Si 10.7435 19.4228 19.6014
Si 3.9557 8.1623 18.747
Si 8.3846 2.8148 13.7433
Si -0.3432 2.7512 12.2151
Si 4.7838 8.8001 9.0754
Si 7.759 8.9314 18.9545
Si 7.6268 3.0576 8.5839
Si -3.7958 16.7454 13.8374
Si 11.9147 5.3758 10.4035
Si 1.8992 10.1433 14.9689
Si 4.4834 -2.2798 15.9681
Si -8.5782 -3.978 10.917
Si 10.4687 6.274 17.441
Si 3.01 13.7102 21.9312
Si 0.7898 8.8687 22.042
Si 1.3672 13.007 19.4989
Si 4.202 14.5835 15.2357
O 0.8328 2.3354 13.2875
O 7.6753 9.9899 13.481
O -8.744 13.7118 14.977
O 2.0052 10.2215 13.3645
O 1.3755 11.6133 15.4237
O -3.7648 6.7467 15.1768
O -3.4014 1.9168 15.1024
O 4.3941 19.3022 20.2884
O 5.4976 -1.3194 10.3225
O 3.338 9.7544 15.6123
O 11.706 15.0223 11.3903
O 4.0406 -3.8559 15.8479
O -7.1801 4.6153 13.9486
O -0.0159 16.0498 17.299
O -0.3803 8.1719 21.1296
O 8.29 4.5427 22.7411
O 5.5075 3.8976 11.6335
O -1.735 2.9253 13.0796
O -6.0403 13.7191 15.4572
O 10.0813 10.8653 12.6498
O -7.6844 6.5475 18.4166
O -4.6165 1.8005 17.4567
O 0.1099 9.6481 18.9652
O 7.5269 2.9115 10.2022
O 9.6488 3.6152 20.65
O 6.9493 8.2837 20.213
O 7.1859 21.3424 18.5986
O 8.8109 1.3797 19.4291
O -0.4852 12.5368 11.0484
O 4.0917 6.1431 11.8225
O -2.472 5.9654 12.9111
O 1.7833 9.7001 21.0444
O 5.1999 -0.4713 12.8995
O 2.0419 0.6062 19.1728
O 3.7926 7.6232 9.642
O 5.4641 1.3189 10.9633
O -0.2552 7.3173 13.6041
O 10.9537 6.5502 11.0419
O 4.0614 1.5928 21.5007
O 9.8214 10.2481 10.1079
O 7.8549 4.2548 14.2783
O 1.8616 16.8486 10.4739
O -4.2907 13.1257 12.6767
O 4.8989 8.8465 17.5637
O -1.3379 3.0053 18.0246
O 3.2576 10.7085 11.1248
O -5.1527 6.0616 12.9623
O -0.936 7.2701 16.1944
O 6.1724 11.2314 15.3375
O 10.7846 7.0644 18.8204
O -2.6861 16.6605 17.3877
O 12.4643 8.978 15.4165
O 5.6986 -0.602 21.4801
O 9.3856 8.4122 12.1946
O 11.4361 1.768 20.0311
O 6.1915 -5.0208 17.0914
O 1.3147 13.8572 18.1091
O 3.9667 4.5483 16.5835
O 7.7296 8.0429 17.5839
O 9.2667 -1.8233 19.5089
O 0.6502 10.1301 11.1052
O 9.8912 9.2483 14.7104
O -5.8911 -2.1448 14.9042
O 2.1902 3.0157 20.5324
O 0.2203 3.0108 15.7382
O 2.3742 8.2028 11.7569
O 6.252 1.5509 20.0027
H 3.8714 4.6822 8.0007
H 1.9321 7.917 7.9134
H 1.9563 2.2635 8.0814
H 7.8931 -0.9884 -9.7581
H 3.7348 -0.9477 -9.787
H 9.6369 7.7952 -9.7682

Results
free energy: -141249.778 eV
free energy less fixed offsets of H -15.97, O -568.88, Si -635.61 eV per atom: -0.098 eV

Forces (eV/angstrom), in the order of the atoms: element, x, y, z
Si 0.1197 -0.427 -0.0584
Si -0.0417 -0.044 0.0353
Si -0.0544 -0.2238 0.1279
Si 0.05 0.1669 -0.2929
Si 0.2616 0.0898 -0.356
Si -0.0169 0.1483 -0.3668
Si -0.1727 -0.3663 -0.3463
Si -0.1374 -0.5313 -0.3881
Si 0.3817 -0.2666 -0.3063
Si -0.1371 0.5368 -0.2056
Si 0.0749 0.444 -0.3047
Si -0.1063 0.311 0.1307
Si -0.0036 0.2145 0.0838
Si -0.0746 0.1141 0.1195
Si 0.0761 0.2961 0.0595
Si 0.0104 -0.151 0.1242
Si -0.0034 -0.2206 0.3161
Si -0.0575 -0.1785 0.1136
Si -0.1097 0.1777 0.0728
Si 0.023 0.1777 0.2192
Si -0.0076 0.1186 0.1075
Si 0.0458 -0.1275 -0.0066
Si 0.0338 -0.1954 0.0249
Si 0.0741 -0.1243 -0.0345
Si 0.0127 0.1428 -0.07
Si 0.0012 0.0919 -0.0364
Si -0.0326 0.1488 -0.0735
Si -0.0041 -0.1726 -0.062
Si -0.007 -0.1584 -0.0777
Si -0.0209 -0.1514 -0.1137
Si 0.0123 0.1072 -0.0047
Si 0.0118 0.1051 -0.0519
Si -0.0253 0.0977 -0.0444
Si 0.0364 -0.0894 -0.0854
Si -0.0194 -0.1807 -0.0858
Si 0.0339 -0.1101 -0.082
Si 0.0746 -0.0067 0.1585
Si -0.0571 -0.0393 -0.1403
Si -0.0381 -0.0668 0.0374
Si 0.0381 -0.2202 -0.0571
Si 0.0259 -0.0866 -0.3003
Si -0.0492 -0.1117 -0.177
Si 0.0352 -0.0524 -0.1593
Si -0.0154 -0.0264 -0.3086
Si -0.0149 0.0014 0.0988
Si 0.0227 -0.0315 0.1148
Si 0.0415 -0.0459 0.0725
Si -0.0917 -0.0273 0.1561
Si 0.0116 -0.019 0.0166
Si -0.0193 0.0575 0.0294
Si 0.0051 -0.0273 0.0015
Si 0.0103 -0.0876 0.0184
Si -0.0054 -0.095 -0.0457
Si -0.0032 -0.0473 -0.0012
Si -0.0006 0.1611 0.0668
Si 0.0065 0.1299 -0.0246
Si -0.0094 0.0738 0.002
Si -0.0005 -0.0421 -0.0171
Si -0.0049 -0.1079 -0.0679
Si -0.001 -0.0121 0.037
Si -0.006 0.088 0.0688
Si 0.008 0.0828 -0.0299
Si 0.0032 0.1192 -0.0618
Si 0.0563 -0.0292 0.4219
Si -0.0659 -0.0278 0.0506
Si 0.0094 0.0331 0.0519
Si -0.0038 0.0671 0.0303
Si -0.0865 0.1599 0.0283
Si 0.0867 0.01 0.2232
Si -0.0122 0.1265 -0.0626
Si -0.026 0.1097 0.0771
Si 0.0426 0.1056 -0.0246
Si -0.0147 0.0695 0.0544
Si -0.0062 0.1331 0.0722
Si 0.011 0.0661 0.0092
Si 0.0326 -0.0986 0.0823
Si -0.0191 -0.0899 0.0224
Si -0.0239 -0.1143 -0.0285
Si 0.0162 0.19 0.1423
Si 0.0447 0.0597 0.0804
Si -0.0048 0.0883 0.108
Si -0.0713 -0.0986 0.0324
Si 0.0325 -0.1435 0.0172
Si 0.0136 -0.0934 0.1643
Si -0.0291 0.1148 -0.1226
Si 0.0371 0.1294 -0.0655
Si 0.0735 0.1389 -0.0073
Si -0.0391 -0.1351 -0.2374
Si 0.0317 -0.0803 -0.0198
Si -0.0489 -0.1888 -0.0435
Si 0.0034 0.188 0.051
Si -0.0106 0.1418 -0.0758
Si -0.0029 0.1842 -0.145
Si -0.0621 -0.0974 -0.1686
Si 0.0762 -0.2446 -0.1538
Si -0.0327 -0.1733 -0.0511
Si 0.1578 -0.2449 0.2006
Si -0.058 -0.2247 0.3051
Si 0.1049 -0.2461 0.0233
Si -0.0888 -0.0151 -0.1104
Si 0.1095 0.2791 0.073
Si -0.2327 0.2401 -0.037
Si 0.2514 0.0401 0.5827
Si -0.1197 -0.0451 -0.0845
Si -0.1161 -0.2606 0.1319
Si 0.1162 -0.0856 -0.0326
Si -0.0216 0.22 0.1476
Si -0.0979 0.3233 0.3517
O -0.177 -0.0111 -0.1434
O 0.0233 0.0331 -0.1129
O 0.0629 0.1363 -0.2377
O 0.0913 0.0266 -0.142
O 0.009 -0.3157 -0.3336
O -0.041 0.1372 -0.2971
O -0.048 0.0922 -0.7339
O 0.0277 -0.1741 -0.3392
O -0.0023 -0.1143 0.0497
O -0.0322 -0.4316 0.5245
O 0.0998 -0.0641 0.1012
O 0.2072 0.6191 0.5064
O -0.0677 0.083 0.2217
O 0.0656 0.0696 0.1375
O -0.0191 0.05 0.1843
O 0.1443 -0.312 0.3253
O -0.1487 0.0696 0.2813
O 0.161 0.1524 0.3713
Si 0.0077 0.0502 0.0757
Si 0.1351 -0.1255 0.0374
Si -0.0962 -0.032 0.0453
Si -0.0153 -0.0964 0.1017
Si -0.0321 0.1289 0.0035
Si -0.0288 0.1309 0.0525
Si -0.0427 0.0847 0.022
Si 0.0843 0.1459 -0.5262
Si -0.0178 0.254 0.1409
Si 0.1102 0.0854 -0.0344
Si 0.1486 0.0669 -0.2419
Si -0.0755 0.0611 0.1846
Si -0.1121 0.1125 0.2798
Si 0.0981 -0.0719 -0.3433
Si 0.1384 -0.2867 -0.2333
Si 0.0169 0.0757 0.1257
Si 0.1893 0.0436 0.3774
Si 0.076 -0.0819 -0.0023
Si -0.1524 0.0433 0.3102
Si 0.3238 -0.107 -0.082
Si -0.2162 0.0449 -0.2405
Si 0.0329 0.1582 -0.2957
Si -0.1606 0.032 -0.2697
Si -0.0007 -0.0496 -0.0137
Si -0.0483 -0.2023 0.1522
Si -0.0193 0.0918 0.3731
Si 0.2122 0.1329 -0.1925
Si 0.0736 -0.1841 0.2222
Si -0.0562 -0.0209 0.008
Si 0.0804 0.0675 0.3093
Si -0.0132 -0.103 -0.0875
Si -0.013 0.002 0.0084
Si -0.0005 0.0682 0.3861
Si 0.0741 0.0234 0.0433
Si -0.3702 -0.2663 -0.3845
Si -0.1798 0.2133 -0.2861
Si -0.2544 -0.1886 -0.2308
Si 0.0546 0.0595 -0.0462
O 0.0281 0.0211 -0.0482
O 0.005 -0.036 -0.0058
O -0.0038 -0.0246 0.0042
O 0.0025 0.0133 -0.043
O 0.0032 0.0338 -0.0031
O -0.0432 0.0229 -0.0183
O -0.042 0.0787 -0.0143
O 0.0539 0.0185 0.2845
O 0.0427 -0.1217 -0.2508
O -0.0004 -0.0078 0.0191
O 0.0034 0.1112 -0.1163
O 0.025 0.0116 0.0118
O -0.0292 -0.016 0.0351
O -0.02 0.0624 -0.0249
O 0.0314 -0.0766 0.1377
O -0.2885 0.1404 0.4179
O 0.0528 -0.0219 -0.04
O 0.0776 0.0102 -0.0737
O -0.0558 0.006 -0.03
O 0.0521 0.0086 -0.156
O 0.0618 -0.0129 -0.0163
O -0.0747 0.0494 -0.0053
O 0.0063 -0.0738 0.1103
O 0.153 0.0186 -0.2557
O -0.0553 0.1067 0.2904
O -0.1237 -0.0396 0.2284
O -0.0991 -0.0101 0.0543
O -0.0467 0.0776 0.0417
O -0.0665 0.0094 -0.076
O -0.1106 0.1385 -0.1121
O 0.0678 0.0026 -0.0563
O 0.0844 -0.009 0.2482
O -0.0215 -0.0006 -0.1385
O 0.0758 -0.0045 0.1053
O 0.0238 0.0188 -0.1818
O 0.0393 -0.0616 -0.0727
O 0.0006 -0.0656 -0.1178
O -0.0055 -0.0335 -0.1925
O 0.0766 -0.0466 0.1371
O -0.1594 -0.1527 -0.2537
O 0.0037 -0.012 0.0354
O -0.0656 -0.0355 -0.1986
O -0.0538 0.0195 -0.1393
O 0.008 -0.0252 0.0632
O -0.0164 0.0356 0.05
O 0.0492 -0.0232 -0.0472
O 0.0037 0.0079 0.0147
O 0.0072 -0.0111 -0.0123
O -0.0282 0.0064 0.0028
O -0.0021 -0.0677 0.0597
O -0.0216 -0.0008 0.003
O -0.0003 0.0145 0.0106
O -0.0687 -0.1059 0.0362
O 0.0448 -0.0945 -0.1054
O 0.021 0.0896 0.029
O 0.0195 -0.0447 0.0276
O 0.0675 0.0442 0.0458
O -0.0422 -0.0383 0.0336
O -0.068 -0.0674 0.0297
O -0.0219 -0.0543 0.0856
O -0.0895 -0.0412 -0.0185
O 0.028 -0.0026 -0.0456
O -0.0484 -0.0108 0.0504
O 0.1551 0.145 0.3359
O 0.0522 0.001 -0.0741
O 0.0633 -0.1236 -0.1257
O -0.2288 -0.0513 0.2752
H -0.0109 0.0128 0.0724
H 0.0163 0.0169 0.0548
H 0.0027 0.0361 0.1131
H -0.0215 -0.0054 -0.0748
H -0.0206 -0.0137 -0.0705
H 0.0351 0.0304 -0.0685

The program warned: the cutoff lies below the one the program advises for these potential files; the forces do not sum to zero within the program's tolerance; the exchange-correlation potential is rough where the density is thin.
